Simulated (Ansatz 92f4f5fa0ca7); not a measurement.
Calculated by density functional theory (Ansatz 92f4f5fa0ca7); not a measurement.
Periodic cell of 300 atoms, Si196O104, from a study of silicon, its oxide and their interface. The atomic structure is a simulated model.
Doubt: the cutoff is far below the 930 eV that the study's wrapper takes by default for these files, so forces and energies are approximate.
This geometry differs little from another in the collection (a relaxation step or a small displacement).

Settings
functional: PBE
potential files: Ansatz PAW
basis: plane waves
wave-function cutoff: 580 eV
density cutoff ratio: 5
exchange-correlation grid ratio: 1
k mesh: 1 x 1 x 1, Gamma-centred
self-consistency stop: 5e-08 eV per atom in the density residual
occupations: fixed
spin: none
net charge: 0

Cell vectors (angstrom)
a 11.6015 0 0
b 0 10.938 0
c 0 0 41.727

Atoms: element, x, y, z (angstrom)
Si 0 0 0.9665
Si 3.8672 0 0.9665
Si 7.7343 0 0.9665
Si 1.9336 1.3673 0.9665
Si 5.8008 1.3673 0.9665
Si 9.6679 1.3673 0.9665
Si 0 5.469 0.9665
Si 3.8672 5.469 0.9665
Si 7.7343 5.469 0.9665
Si 1.9336 6.8362 0.9665
Si 5.8008 6.8362 0.9665
Si 9.6679 6.8362 0.9665
Si 1.9336 2.7345 40.7599
Si 5.8008 2.7345 40.7599
Si 9.6679 2.7345 40.7599
Si 0 4.1018 40.7599
Si 3.8672 4.1018 40.7599
Si 7.7343 4.1018 40.7599
Si 1.9336 8.2035 40.7599
Si 5.8008 8.2035 40.7599
Si 9.6679 8.2035 40.7599
Si 0 9.5708 40.7599
Si 3.8672 9.5708 40.7599
Si 7.7343 9.5708 40.7599
Si 0 0 4.8337
Si 3.8672 0 4.8337
Si 7.7343 0 4.8337
Si 1.9336 1.3673 4.8337
Si 5.8008 1.3673 4.8337
Si 9.6679 1.3673 4.8337
Si 0 5.469 4.8337
Si 3.8672 5.469 4.8337
Si 7.7343 5.469 4.8337
Si 1.9336 6.8362 4.8337
Si 5.8008 6.8362 4.8337
Si 9.6679 6.8362 4.8337
Si 1.9336 2.7345 2.9001
Si 5.8008 2.7345 2.9001
Si 9.6679 2.7345 2.9001
Si 0 4.1018 2.9001
Si 3.8672 4.1018 2.9001
Si 7.7343 4.1018 2.9001
Si 1.9336 8.2035 2.9001
Si 5.8008 8.2035 2.9001
Si 9.6679 8.2035 2.9001
Si 0 9.5708 2.9001
Si 3.8672 9.5708 2.9001
Si 7.7343 9.5708 2.9001
Si -0.4487 0.099 31.1498
Si 1.4287 1.4581 31.1353
Si 7.3454 0.6104 31.2628
Si 3.0392 -0.2024 31.161
Si 5.2153 0.6047 29.152
Si 9.4432 1.6599 31.1072
Si 0.0119 5.673 30.9054
Si 4.3479 5.7922 30.4283
Si 7.8515 5.5072 31.0505
Si 2.1053 7.9262 31.1225
Si 9.661 6.9159 30.9121
Si 6.1667 7.0595 30.8231
Si 1.8707 2.7809 33.0269
Si 5.9717 2.7317 33.1736
Si 9.7198 2.9202 33.0707
Si 0.0722 4.308 32.9628
Si 3.9428 3.9115 32.9632
Si 7.7871 4.2591 33.0743
Si 1.9592 8.4595 33.3273
Si 5.8271 8.3458 32.8528
Si 9.6156 8.2714 32.9228
Si -0.0859 9.6766 33.0822
Si 3.8915 9.7468 33.1326
Si 7.709 9.7584 32.9194
Si -0.0412 0.0841 35.0016
Si 3.9175 0.1291 35.0382
Si 7.7693 0.0407 34.9691
Si 1.9167 1.4107 34.965
Si 5.872 1.4255 35.1043
Si 9.6632 1.4709 34.9715
Si -0.0265 5.5625 34.9478
Si 3.8891 5.4719 34.8411
Si 7.7222 5.5943 34.984
Si 1.9447 6.8399 35.0055
Si 5.7828 6.9244 34.8305
Si 9.6456 6.9411 34.9181
Si 1.9298 2.7776 36.8932
Si 5.8157 2.8109 36.9661
Si 9.6573 2.7869 36.9174
Si -0.0104 4.1456 36.8688
Si 3.8715 4.1478 36.8496
Si 7.7375 4.1625 36.8899
Si 1.952 8.224 36.9159
Si 5.7964 8.2177 36.8525
Si 9.6769 8.229 36.8976
Si 0.0071 9.5876 36.8924
Si 3.8771 9.5995 36.8969
Si 7.7455 9.58 36.8849
Si 0 0 38.8263
Si 3.8672 0 38.8263
Si 7.7343 0 38.8263
Si 1.9336 1.3673 38.8263
Si 5.8008 1.3673 38.8263
Si 9.6679 1.3673 38.8263
Si 0 5.469 38.8263
Si 3.8672 5.469 38.8263
Si 7.7343 5.469 38.8263
Si 1.9336 6.8362 38.8263
Si 5.8008 6.8362 38.8263
Si 9.6679 6.8362 38.8263
Si 1.9317 2.7143 6.7809
Si 5.7859 2.749 6.7391
Si 9.6714 2.7384 6.7589
Si 0.0063 4.0984 6.7704
Si 3.8534 4.0969 6.7663
Si 7.727 4.0986 6.7755
Si 1.9585 8.1501 6.8043
Si 5.7821 8.1405 6.8157
Si 9.6731 8.1557 6.7655
Si 0.0075 9.5086 6.756
Si 3.8716 9.539 6.7706
Si 7.735 9.48 6.6683
Si -0.0239 -0.0652 8.6734
Si 3.8789 -0.0459 8.7112
Si 7.7291 -0.0384 8.487
Si 1.9073 1.2635 8.6725
Si 5.8181 1.3071 8.5879
Si 9.6674 1.3153 8.6475
Si 0.0027 5.4812 8.7029
Si 3.8781 5.3 8.8035
Si 7.6966 5.4244 8.7515
Si 1.9688 6.7778 8.7797
Si 5.7539 6.7664 8.8042
Si 9.6299 6.7964 8.715
Si 1.8587 2.5617 10.6256
Si 6.0216 2.3075 10.6889
Si 9.7482 2.7365 10.543
Si 0.0664 4.0827 10.5886
Si 3.6517 4.9774 12.461
Si 7.7497 3.9377 10.6077
Si 1.9493 8.2154 10.6979
Si 5.7996 8.1557 10.7524
Si 9.6094 8.2748 10.5663
Si -0.0367 9.5544 10.6496
Si 3.89 9.5918 10.7146
Si 7.6517 9.5665 10.3838
Si -0.4053 -0.0868 12.6138
Si 3.3384 -0.1332 12.7229
Si 7.3176 0.411 11.8395
Si 1.5111 1.2733 12.6099
Si 5.8598 0.3965 14.3208
Si 7.9599 2.6205 14.9018
Si 0.2066 5.3029 12.6104
Si 3.9561 3.6406 10.6069
Si 5.7665 7.0998 12.9234
Si 2.0546 6.6902 12.5041
Si 8.0188 5.3656 13.5575
Si 9.9763 6.5246 13.2573
O 7.7448 4.2379 14.73
O 7.7216 4.7481 12.0648
O 5.6658 10.3252 15.595
O 5.1166 5.601 12.8235
O 9.4547 7.4846 12.0181
O 3.2168 4.0804 13.7815
O 0.5158 4.3753 13.9697
O 10.4426 7.4181 14.554
O 11.0626 9.9666 14.0184
O 13.2084 2.0055 14.1142
O 6.5443 1.8442 14.6296
O 4.8339 8.0773 13.8363
O 4.6441 10.3828 28.1878
O 1.5348 2.2671 29.6824
O 7.7953 4.5027 29.7045
O 2.4602 9.3664 30.3621
O -1.9096 7.9117 29.5528
O -4.9399 0.1621 29.813
O 12.2081 4.7621 29.6642
O 4.0321 4.5336 31.4134
O 5.2947 2.0495 28.363
O 6.4629 7.8318 29.3416
O 0.4161 8.2195 28.2396
O 12.2678 7.2075 30.8177
Si 13.1346 7.8831 27.1178
Si 3.3734 8.3692 14.5088
Si 8.7418 3.5155 28.8135
Si 7.9005 2.359 20.5971
Si 11.5153 8.9043 17.9754
Si 1.8379 3.5726 14.4979
Si 10.6783 3.8693 26.5776
Si -1.7743 13.2941 23.9769
Si 8.9739 8.8088 26.302
Si 6.797 9.152 21.7075
Si 10.5955 8.9142 15.1608
Si 11.447 6.0642 22.3411
Si 1.0068 10.6481 20.0382
Si 1.2721 2.6347 19.9582
Si 4.5257 4.8983 21.7767
Si 6.5847 6.5289 23.1761
Si 9.3642 1.3773 12.4025
Si 5.8501 5.2382 26.0806
Si 2.6459 3.8604 17.5506
Si 4.5519 1.3786 18.0202
Si 4.0666 2.3566 23.2497
Si -0.9365 8.9663 28.7482
Si 13.176 7.7387 20.1547
Si 8.0996 -0.3343 23.7996
Si 3.3582 5.3023 27.6295
Si 8.6585 9.3242 17.3903
Si 6.4627 2.3571 27.2402
Si -2.7503 4.752 22.1693
Si 10.706 1.4496 21.4149
Si 4.5851 9.8235 16.7405
Si 6.4179 7.6431 27.7168
Si 4.1442 9.4695 26.9556
Si 5.5268 0.4884 25.1347
Si 5.1949 11.6983 21.0562
Si 4.0349 6.0088 19.1261
Si 7.681 1.4466 17.66
Si 1.185 3.5324 28.7337
Si -0.5626 6.7544 25.2702
Si -5.319 8.1536 18.738
Si 13.6376 4.1276 22.5956
O 2.5545 9.14 26.9367
O 3.6177 8.6579 16.1071
O 10.2824 2.7141 25.4935
O 3.7455 0.222 17.178
O 5.6154 6.0402 21.986
O 1.8558 12.0383 19.8998
O 2.0391 3.4438 21.1221
O 4.4732 10.2755 25.5831
O 9.8986 9.5637 27.4236
O 6.4964 8.1418 22.9789
O 6.4925 -0.145 24.0127
O 6.9417 8.405 20.2348
O 8.0729 6.0101 22.8234
O 9.1587 -1.5718 15.8287
O 9.4949 4.3356 27.6172
O 11.7156 8.8301 16.3579
O 14.7174 5.3524 22.4778
O 4.982 3.5455 22.5728
O 4.3841 4.7742 20.1515
O 5.4305 6.7579 18.7113
O 3.2708 5.3482 17.8381
O -1.9173 7.3834 25.9236
O 6.5096 1.0137 26.3207
O 2.3426 6.5622 27.5871
O 9.1053 1.4654 21.2205
O 3.8561 2.7997 17.7326
O 8.415 2.2087 16.4155
O 11.0401 12.8105 22.9713
O 0.4867 10.3321 18.5215
O 4.5835 0.961 19.5778
O 8.795 9.6485 24.9232
O 1.9854 3.7991 16.085
O 5.2673 9.3028 18.1354
O 8.0048 3.9322 21.0388
O 17.1556 10.1555 21.3923
O 7.8565 2.3894 28.0568
O 2.586 2.9688 23.6157
O 6.0726 1.4914 17.4598
O 4.7009 1.7898 24.6205
O 0.1621 3.1349 27.536
O 10.1941 5.4214 21.5155
O 8.7639 12.0686 24.0035
O 7.5254 8.5795 26.9913
O 0.6786 7.6994 18.7744
O 1.8072 9.3193 20.5711
O 4.2201 5.2412 26.2487
O 7.5168 8.1831 17.6591
O 6.3118 3.6804 26.2954
O 12.3746 7.5928 25.7018
O 6.1661 5.91 24.6251
O 0.6302 4.7789 23.0023
O -0.3076 2.5497 20.3504
O 14.6305 7.0683 19.869
O 4.963 8.0687 27.0919
O 8.1577 10.8259 17.8084
O 8.1424 -0.989 22.2759
O -2.4399 3.7214 23.3923
O 6.5322 -9.2468 21.1512
O 6.6409 6.1051 27.2165
O 9.9205 8.8627 18.3182
O 8.0393 2.2991 18.986
O 4.0453 1.1698 22.1396
O 11.1839 5.2119 25.799
O 1.442 3.4608 18.5793
O 12.3724 6.9503 21.3408
O 10.9372 6.8965 23.6459
O 11.3696 10.9329 21.0835
O 2.5123 3.9526 27.8929
O 6.2327 1.6357 31.937
O 14.7067 6.8236 30.4979
O 9.1419 2.1708 13.8632
O -7.4683 0.6966 30.3396
O 2.7687 9.714 13.8235
O 7.1206 6.7475 13.7728
O -0.5187 -0.7399 29.7147
O 4.4364 5.358 28.8569
O 6.8171 -0.3734 13.2422
O 2.3133 -14.6846 14.1218
O 9.757 2.7061 29.8189
O 4.4714 11.6867 13.5436

Results
free energy: -183741.714 eV
free energy less fixed offsets of O -568.88, Si -635.61 eV per atom: 1.366 eV

Forces (eV/angstrom), in the order of the atoms: element, x, y, z
Si 0.0028 0.0432 -0.0099
Si 0.0063 0.0367 -0.0054
Si -0.0078 -0.0105 -0.0287
Si 0.0027 -0.0509 0.0159
Si 0.0008 0.0042 0.0141
Si 0.0003 -0.0314 0.004
Si -0.0048 0.0409 -0.0103
Si -0.0104 0.0612 -0.0108
Si 0.0151 0.0386 -0.0078
Si -0.0038 -0.0311 0.0208
Si -0.0036 -0.0843 0.0108
Si 0.0027 -0.0395 0.0085
Si 0 0.035 0.0051
Si -0.0018 -0.0351 0.0356
Si 0.0064 0.0134 0.0155
Si 0.0111 -0.0539 -0.0161
Si 0.0068 -0.0915 -0.0226
Si -0.0127 -0.0536 -0.0135
Si 0.0035 0.0128 0.001
Si -0.0064 0.1065 -0.0422
Si 0.0073 0.056 -0.0349
Si -0.0001 -0.015 0.0336
Si -0.0024 -0.0102 0.0382
Si 0.0035 -0.0044 0.0038
Si 0.0412 -0.121 0.0913
Si 0.0148 -0.0598 0.1164
Si -0.0462 -0.0842 -0.3271
Si -0.0168 -0.0712 0.0471
Si -0.0184 -0.058 -0.0798
Si 0.0011 -0.0564 0.0294
Si 0.0164 -0.0008 -0.0228
Si -0.0558 0.036 -0.024
Si 0.0159 0.0267 0.0339
Si 0.0304 -0.1145 0.0598
Si -0.0478 -0.1785 0.1337
Si 0.0351 -0.2518 -0.117
Si -0.0068 0.036 -0.0305
Si 0.0089 -0.0166 -0.0346
Si 0.0021 0.0092 -0.0416
Si 0.016 -0.0509 0.0309
Si 0.0022 -0.0699 0.0302
Si -0.0141 -0.0596 0.0368
Si -0.005 0.0681 0.0388
Si 0.0034 0.1061 0.0341
Si -0.0021 0.0538 0.0174
Si -0.0041 -0.0226 -0.0199
Si -0.0136 -0.0357 -0.0036
Si 0.0124 0.079 -0.0743
Si -0.0447 -0.1777 -0.1904
Si -0.029 0.1294 -0.1284
Si -0.0827 -0.06 -0.0859
Si 0.0322 -0.1234 -0.0391
Si 0.018 0.0351 -0.1553
Si -0.0619 0.1031 -0.0556
Si 0.0684 -0.1984 -0.0062
Si -0.3686 0.0959 -0.1861
Si -0.1069 -0.1049 -0.0206
Si 0.2852 -0.1852 -0.3226
Si 0.0052 0.1602 -0.191
Si 0.201 0.2135 -0.1353
Si -0.0307 -0.0025 0.1202
Si 0.0515 -0.1084 -0.0863
Si 0.0522 0.0696 0.0863
Si 0.0102 0.0281 -0.0968
Si -0.0438 0.0576 -0.1506
Si 0.0346 -0.0214 0.0066
Si -0.0357 0.0403 0.0469
Si -0.009 0.0187 0.0837
Si -0.011 -0.0104 0.0695
Si -0.0273 -0.0117 0.0079
Si 0.1194 0.0425 0.0145
Si 0.1078 0.0334 -0.0413
Si 0.0148 0.0071 0.0239
Si -0.0099 0.0365 0.0117
Si -0.0043 0.0006 -0.0213
Si 0.0085 -0.0383 -0.0017
Si 0.0197 -0.025 0.0129
Si 0.0068 0.0007 0.0001
Si -0.0449 -0.0119 -0.0163
Si 0.0045 -0.0366 -0.0617
Si 0.0016 0.0184 0.0068
Si -0.0132 -0.0373 -0.0009
Si 0.0116 0.0259 -0.0252
Si -0.0348 0.0027 -0.0151
Si -0.0097 -0.0059 -0.0191
Si -0.002 0.0269 -0.0017
Si 0.0084 -0.0046 -0.0143
Si 0.0058 -0.0019 -0.003
Si -0.005 -0.0245 0.0011
Si -0.0091 0.0202 -0.0021
Si 0.0053 0.0143 -0.0278
Si 0.01 0.0188 -0.0413
Si -0.0097 0.0106 -0.0086
Si -0.0127 -0.0078 -0.0326
Si 0.0058 -0.003 -0.0203
Si 0.0107 0.0009 -0.0293
Si 0.028 0.0862 0.0126
Si 0.0137 0.1095 0.0852
Si -0.0183 0.0548 -0.0654
Si 0.0017 0.1111 -0.0792
Si 0.004 0.0722 0.2207
Si -0.0353 0.0539 -0.0238
Si -0.0073 0.1377 -0.0373
Si -0.0224 0.1392 -0.1463
Si 0.0282 0.267 0.1326
Si 0.0128 0.0337 0.1452
Si 0.0125 0.0217 -0.2311
Si 0.0126 -0.0017 -0.0343
Si -0.0168 0.0072 0.0298
Si 0.0191 0.0231 0.0004
Si -0.0156 0.0181 0.0211
Si -0.0035 -0.0012 0.0184
Si 0.0099 -0.0051 0.0199
Si -0.02 -0.021 0.0078
Si 0.0218 0.0087 0.0229
Si -0.0134 0.0161 0.0256
Si 0.0109 0.0214 -0.0132
Si -0.0045 -0.0109 0.0279
Si -0.0012 -0.009 0.0189
Si 0.013 -0.007 -0.0045
Si -0.0241 -0.0017 -0.0074
Si -0.0196 -0.0184 0.0246
Si -0.0028 0.0215 -0.0362
Si -0.0126 0.0041 0.0135
Si -0.0115 -0.0217 -0.0032
Si 0.012 -0.0091 -0.0236
Si -0.0015 0.0363 0.0237
Si 0.002 0.0052 0.0088
Si 0.0047 -0.0209 0.0242
Si -0.002 -0.0054 0.026
Si -0.0073 -0.0149 0.0186
Si -0.0084 0.0084 0.0477
Si 0.0225 0.0075 -0.0218
Si -0.035 -0.0852 0.0552
Si 0.0549 -0.0425 -0.0602
Si 0.0397 0.0187 -0.0209
Si 0.0794 -0.0963 0.0364
Si -0.026 0.1172 0.1018
Si -0.0001 0.0205 -0.0587
Si 0.0015 0.0048 -0.042
Si 0.0151 -0.0674 0.0692
Si 0.062 0.009 -0.0874
Si 0.0052 0.0242 0.0301
Si 0.0162 0.0425 -0.0322
Si -0.0308 -0.0974 0.124
Si 0.0484 -0.0797 0.0058
Si -0.1369 -0.0484 0.0495
Si 0.0094 0.0722 0.0564
Si 0.0491 -0.0792 0.1114
Si 0.0224 -0.0195 0.1302
Si 0.0309 -0.0661 0.0093
Si -0.0143 0.0197 -0.0498
Si -0.0142 -0.0012 -0.0272
Si 0.046 0.0541 0.0981
Si 0.0308 0.0878 0.167
Si -0.0447 -0.0681 0.1066
O -0.0343 -0.022 -0.0586
O -0.0217 -0.1135 -0.1565
O 0.0195 -0.005 -0.0816
O 0.0602 0.0331 -0.0487
O 0.06 0.0786 -0.1066
O -0.0882 0.0266 -0.0826
O -0.0087 -0.0277 -0.0875
O -0.0226 -0.0138 -0.1761
O 0.0351 0.0248 -0.124
O -0.0296 0.0378 -0.0551
O 0.0024 0.0452 -0.0343
O -0.033 0.0141 0.006
O 0.0231 0.0195 0.0521
O 0.0304 -0.0473 0.094
O 0.0222 0.0443 0.0876
O -0.0511 -0.1087 0.1046
O -0.0663 -0.0905 0.1622
O 0.0431 -0.0128 0.1128
O -0.0319 0.0579 0.0049
O 0.0326 -0.015 0.1265
O 0.0098 -0.0193 0.0541
O -0.0282 -0.0736 0.2033
O -0.0001 -0.0181 0.0564
O 0.0575 0.0944 0.0174
Si 0.0045 0.0132 -0.1094
Si -0.0047 0.0697 0.0751
Si -0.0237 -0.0266 -0.136
Si 0.0119 -0.0145 -0.0784
Si -0.0401 0.0164 0.0155
Si 0.0811 0.0111 0.0763
Si 0.0177 0.0126 -0.0683
Si -0.0224 0.0359 0.0788
Si 0.0659 -0.0714 -0.0113
Si -0.0133 -0.0065 -0.0238
Si -0.0563 0.0034 0.1349
Si 0.0202 0.055 0.0805
Si -0.0207 -0.0337 -0.0583
Si 0.015 0.0291 -0.0699
Si -0.0475 0.0255 -0.01
Si -0.0138 -0.0412 0.0901
Si -0.0287 0.1254 0.1938
Si -0.0739 0.0143 0.0271
Si 0.0698 -0.0567 0.0864
Si 0.0029 0.006 -0.0251
Si 0.0001 -0.0331 0.0749
Si 0.0719 0.0089 -0.1226
Si -0.0239 -0.0065 -0.0258
Si 0.0024 -0.0208 0.1023
Si -0.0502 0.0923 -0.0653
Si 0.0327 0.0336 0.0557
Si -0.0273 -0.0225 -0.0663
Si 0.0046 -0.0302 0.0558
Si 0.0296 -0.0139 0.0051
Si -0.0131 0.1166 0.1474
Si -0.0436 0.0313 -0.1548
Si -0.0411 -0.0207 -0.0816
Si -0.0414 -0.0465 0.0876
Si -0.0006 0.0105 -0.0562
Si -0.0324 0.0284 -0.0457
Si -0.0321 -0.0603 -0.0168
Si 0.021 -0.0035 -0.0863
Si 0.0255 0.0502 0.0473
Si -0.0186 0.0218 -0.0478
Si -0.0418 0.0117 0.0181
O 0.0212 0.0026 0.0807
O -0.0332 -0.0764 -0.1093
O -0.0053 -0.0258 -0.0279
O 0.043 -0.0632 -0.012
O -0.002 0.0026 -0.0091
O -0.0065 -0.0144 0.0317
O 0.0097 0.0176 0.0048
O 0.0464 0.0172 -0.0092
O 0.002 0.0071 0.0791
O 0.005 0.0113 -0.0131
O 0.0278 -0.0217 -0.0605
O 0.0069 0.0236 0.04
O -0.0018 -0.0016 -0.0393
O 0.0003 0.0059 -0.0571
O -0.0159 0.0265 0.0963
O 0.0469 0.0039 -0.0326
O 0.039 -0.0505 -0.006
O 0.0009 0.0076 -0.0102
O 0.0192 -0.0366 0.0476
O 0.0022 -0.0226 -0.0006
O -0.0047 -0.0044 0.0029
O -0.0456 0.0113 0.001
O 0.0114 0.016 0.0098
O -0.003 -0.0291 0.0582
O -0.0086 -0.0223 0.0147
O -0.0325 0.0257 0.0002
O 0.0037 0.0236 -0.0768
O 0.0092 -0.0182 -0.0314
O 0.0125 -0.0035 0.0285
O -0.0218 -0.0051 0.0513
O -0.0137 0.0323 -0.0303
O -0.0331 -0.0089 -0.0629
O -0.0076 -0.001 -0.0273
O 0.0012 0.0114 -0.0109
O 0.0083 -0.008 0.0222
O 0.0169 0.0062 0.0806
O 0.0298 0.0099 -0.0372
O 0.0233 0.0078 -0.0144
O -0.0143 0.0426 -0.0521
O 0.0176 0.0097 0.0598
O -0.0189 -0.018 -0.0317
O 0.0129 0.007 -0.0411
O -0.0123 0.0173 0.04
O 0.0183 0.0056 0.0047
O 0.0076 0.0233 0.0246
O 0.033 -0.0142 0.0361
O -0.014 -0.0063 0.0047
O 0.0224 -0.0044 0.0479
O -0.0231 -0.0215 0.0151
O 0.0214 0.0234 -0.0396
O 0.0124 -0.0142 -0.0055
O -0.0135 -0.0047 0.0301
O -0.0001 0.0058 0.0119
O 0.0041 -0.0102 0.0559
O 0.0084 0.0064 -0.0177
O -0.0284 -0.0193 -0.0282
O -0.0099 0.0262 -0.0318
O 0.0072 0.0104 0.03
O 0.0347 -0.0388 0.07
O 0.0168 -0.0124 0.0012
O 0.0172 0.0336 0.0477
O -0.004 -0.006 -0.0097
O -0.0117 -0.0545 0.0256
O 0.0029 -0.0011 0.0204
O -0.0002 0 -0.0008
O -0.0014 -0.0186 -0.0809
O -0.0234 0.0143 0.0169
O -0.0464 -0.0327 0.0987
O -0.0174 0.043 0.1071
O -0.0931 0.0506 0.1409
O 0.055 -0.0612 -0.1262
O -0.0873 -0.0026 0.083
O -0.0123 -0.0549 -0.0143
O -0.0125 0.0122 -0.0094
O 0.0314 0.0364 0.1558
O 0.0471 -0.0226 0.188
O -0.0403 0.0759 -0.1356
O -0.0204 -0.0252 -0.077
O -0.01 -0.0458 0.1079
O -0.0156 0.0214 -0.0514

The program warned: the cutoff lies below the one the program advises for these potential files; the forces do not sum to zero within the program's tolerance; the exchange-correlation potential is rough where the density is thin.
